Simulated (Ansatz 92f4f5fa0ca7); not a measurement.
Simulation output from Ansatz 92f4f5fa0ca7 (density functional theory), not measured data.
Periodic cell of 237 atoms, Si146O85H6, from a study of silicon, its oxide and their interface. The atomic structure is a simulated model.
Doubt: the cutoff is far below the 930 eV that the study's wrapper takes by default for these files, so forces and energies are approximate.
This geometry differs little from another in the collection (a relaxation step or a small displacement).

Settings
functional: PBE
potential files: Ansatz PAW
basis: plane waves
wave-function cutoff: 580 eV
density cutoff ratio: 5
exchange-correlation grid ratio: 1
k mesh: 1 x 1 x 1, Gamma-centred
self-consistency stop: 5e-08 eV per atom in the density residual
occupations: fixed
spin: none
net charge: 0

Cell vectors (angstrom)
a	11.6015	0	0
b	0	10.938	0
c	0	0	32.8811

Atoms and the computed forces on them: element, x, y, z (angstrom), force x, y, z (eV/angstrom)
Si	0.0216	-0.0808	24.4388	-0.0108	0.018	-0.007
Si	4.0014	-0.0862	24.2644	0.0036	0.0212	0.0131
Si	7.9497	-0.0597	24.3795	0.0174	0.0053	0.0025
Si	2.0171	1.1646	24.3187	-0.0457	0.382	-0.5565
Si	5.9584	1.223	24.2173	0.0112	0.3387	-0.5554
Si	9.7856	1.3607	24.5386	0.0043	-0.0246	-0.0044
Si	0.2256	5.6692	24.0204	-0.0341	-0.0098	0.0996
Si	4.11	5.4534	24.2652	0.0015	0.0562	-0.0055
Si	7.9071	5.5305	24.0661	-0.0294	0.0206	0.0717
Si	2.1918	6.87	24.2668	0.0175	0.3258	-0.49
Si	5.9673	6.9276	24.1604	0.0364	-0.063	0.037
Si	9.8261	6.8047	24.4356	0.036	-0.0623	0.0383
Si	2.0145	2.6853	26.1369	-0.0068	0.0144	-0.0856
Si	5.9077	2.6722	26.1116	0.0062	0.0066	-0.0752
Si	9.759	2.8909	26.2353	-0.0018	0.0085	-0.0503
Si	0.1441	4.1345	25.9664	0	0.0109	-0.0693
Si	3.9744	4.0358	26.1549	-0.0109	0.0252	-0.0573
Si	7.7674	4.13	26.0412	-0.0007	0.022	-0.0904
Si	2.0796	8.1673	26.2323	-0.0066	0.0192	-0.0805
Si	5.9076	8.1578	26.195	0.0132	-0.0147	-0.0659
Si	9.7616	8.174	26.3317	-0.0001	-0.0114	-0.0592
Si	0.1151	9.4687	26.2943	-0.0006	0.0284	-0.0457
Si	3.9934	9.5329	26.2091	-0.0079	0.0121	-0.0387
Si	7.8226	9.5065	26.2656	-0.021	0.0293	-0.0662
Si	0.0678	0.0332	28.1002	0.0053	-0.0161	-0.0289
Si	3.9386	0.0167	28.0809	0.0069	-0.0053	-0.0131
Si	7.7992	0.0314	28.0981	0.0103	-0.0083	-0.0299
Si	2.0026	1.3695	28.0815	-0.009	0.0058	-0.032
Si	5.8683	1.3677	28.0713	-0.0006	0.0074	-0.0334
Si	9.7325	1.3912	28.0703	0.0089	0.0046	-0.0185
Si	0.0876	5.4377	27.9998	-0.0083	-0.0152	-0.0131
Si	3.9338	5.4313	28.067	-0.001	-0.0005	-0.0238
Si	7.765	5.4411	28.0333	0.0013	0.0002	-0.0197
Si	2.0105	6.7861	28.105	0.0029	-0.0011	-0.0241
Si	5.8511	6.7938	28.0932	-0.001	-0.0047	-0.0271
Si	9.7258	6.7387	28.142	0.0076	0.0132	-0.0048
Si	1.9336	2.7345	29.9819	0.0625	0.0909	0.2544
Si	5.8008	2.7345	29.9819	0.0439	0.0905	0.1585
Si	9.6679	2.7345	29.9819	0.0486	0.0899	0.2879
Si	0	4.1018	29.9819	0.0973	-0.1872	-0.2411
Si	3.8672	4.1018	29.9819	0.0663	-0.2177	0.2403
Si	7.7343	4.1018	29.9819	-0.0151	-0.1687	-0.0865
Si	1.9336	8.2035	29.9819	0.0878	0.0012	0.1421
Si	5.8008	8.2035	29.9819	-0.0031	-0.0173	0.058
Si	9.6679	8.2035	29.9819	0.0358	-0.0547	0.2649
Si	0	9.5708	29.9819	0.0306	-0.0615	0.2012
Si	3.8672	9.5708	29.9819	0.0693	-0.0207	0.1279
Si	7.7343	9.5708	29.9819	0.0544	-0.0362	0.1636
Si	0	0	31.9155	-0.0137	0.0872	0.1241
Si	3.8672	0	31.9155	-0.015	-0.0251	0.0213
Si	7.7343	0	31.9155	0.0042	-0.0248	0.0566
Si	1.9336	1.3673	31.9155	0.01	-0.0328	-0.0074
Si	5.8008	1.3673	31.9155	-0.0028	-0.0206	-0.0732
Si	9.6679	1.3673	31.9155	-0.007	-0.0418	0.0121
Si	0	5.469	31.9155	0.0116	0.2012	0.0022
Si	3.8672	5.469	31.9155	0.0003	0.0498	-0.0337
Si	7.7343	5.469	31.9155	0.0054	0.0396	-0.0683
Si	1.9336	6.8362	31.9155	-0.007	0.0057	0.0551
Si	5.8008	6.8362	31.9155	0.0072	0.0923	-0.0449
Si	9.6679	6.8362	31.9155	0.0026	-0.0527	0.1146
Si	1.9336	2.7345	0.9679	-0.1451	-0.0101	-0.007
Si	5.8008	2.7345	0.9679	-0.0102	0.0165	-0.0016
Si	9.6679	2.7345	0.9679	0.0559	0.0336	0.0178
Si	0	4.1018	0.9679	-0.1223	0.0283	0.2724
Si	3.8672	4.1018	0.9679	-0.1526	0.0467	0.1892
Si	7.7343	4.1018	0.9679	0.0762	0.0408	-0.1761
Si	1.9336	8.2035	0.9679	-0.156	-0.0013	-0.0893
Si	5.8008	8.2035	0.9679	-0.0317	0.0951	-0.4512
Si	9.6679	8.2035	0.9679	-0.0298	0.0247	0.3844
Si	0	9.5708	0.9679	-0.006	-0.0146	0.3329
Si	3.8672	9.5708	0.9679	-0.1408	-0.0478	-0.1326
Si	7.7343	9.5708	0.9679	0.02	0.006	-0.0619
Si	-0.0631	-0.0303	2.9781	0.0135	-0.0151	0.0095
Si	3.7798	0.0316	2.856	0.0171	-0.0274	0.0113
Si	7.7217	0.0189	2.8816	-0.0056	-0.0181	0.0105
Si	1.8411	1.3848	2.9128	-0.0004	0.0112	0.0002
Si	5.7358	1.3332	2.8692	-0.0042	0.0228	0.002
Si	9.6515	1.3627	2.8976	-0.0045	0.0103	0.0033
Si	-0.0966	5.4719	2.9582	-0.0011	-0.0187	-0.0103
Si	3.7663	5.5105	2.9029	0.0006	-0.0334	-0.0109
Si	7.696	5.5066	2.8592	-0.0101	-0.0264	-0.0098
Si	1.8161	6.8601	2.9051	0.0154	0.0202	0.0108
Si	5.7322	6.8062	2.8111	0.0059	0.0229	0.0259
Si	9.6229	6.8923	2.9948	-0.0021	0.004	-0.0002
Si	1.7999	2.8371	4.7929	-0.0006	-0.0077	0.0243
Si	5.624	2.7395	4.743	-0.0047	-0.013	0.0162
Si	9.5684	2.6947	4.8464	0.0128	-0.0108	0.0447
Si	-0.1526	4.1595	4.9737	-0.0093	0.0252	0.0381
Si	3.7515	4.1627	4.8492	0.0027	0.0028	0.0305
Si	7.6218	3.975	4.6354	-0.0144	0.0314	0.0134
Si	1.7956	8.2773	4.8014	0.0052	-0.0162	0.0167
Si	5.7578	8.2809	4.6012	0.0058	-0.0314	-0.0012
Si	9.624	8.1572	5.0808	-0.0049	0.004	0.0273
Si	-0.1149	9.6697	5.0738	-0.0015	0.0175	0.0571
Si	3.7699	9.5641	4.7305	-0.0069	0.0311	0.0267
Si	7.7098	9.5629	4.7841	-0.0106	0.0237	0.0299
Si	-0.1734	0.3124	7.0504	0.0039	0.0024	-0.0899
Si	3.6017	-0.0121	6.6326	0.0183	0.0511	-0.0392
Si	7.4227	0.0309	6.6495	0.0502	0.0524	-0.0515
Si	1.8378	1.5291	6.732	-0.0264	-0.0438	-0.0425
Si	5.5317	1.3861	6.6599	-0.0207	-0.0075	-0.0048
Si	9.3452	1.4164	6.8673	-0.0011	-0.0528	-0.0606
Si	0.0454	5.4144	7.0869	-0.083	0.0431	-0.0762
Si	3.8387	5.6757	6.7015	-0.0145	0.0549	-0.0846
Si	7.6265	5.2682	6.5281	-0.0036	0.0861	-0.0437
Si	1.8209	6.9053	6.6937	0.0133	-0.0131	0.0002
Si	5.8475	6.8438	6.3936	0.0015	-0.0525	0.0155
Si	9.4488	6.6147	7.0654	0.0581	-0.0653	-0.0483
O	12.2112	4.5285	8.4098	0.0581	-0.0732	0.0883
O	7.0548	9.9772	7.9384	-0.0194	-0.0312	0.0542
O	8.7017	7.2233	8.4669	-0.0613	0.02	0.0586
O	3.2503	9.9059	7.9056	-0.0112	-0.0307	0.0423
O	9.1601	2.3354	8.2612	-0.0234	0.0541	0.0497
O	7.4497	4.2694	7.8627	0.0151	-0.0321	0.0484
O	4.022	5.1438	8.2936	0.0238	0.0058	0.0406
O	-0.1064	10.7962	8.6825	-0.0031	-0.0073	0.0832
O	2.2229	2.4411	8.0926	-0.0052	0.0263	0.0431
O	3.9788	9.8814	22.9105	0.0006	-0.0364	-0.0798
O	5.8914	7.9946	22.8616	-0.0381	0.0671	-0.0865
O	5.7782	9.9955	20.9828	0.0081	0.0133	-0.0673
O	4.2881	4.368	22.9958	-0.0044	-0.0503	-0.1007
O	9.7749	7.7205	23.0666	-0.0015	-0.0041	-0.0457
O	0.2556	5.4135	22.3509	-0.0054	-0.009	-0.1814
O	8.1043	4.8666	22.5404	0.039	-0.0459	-0.1538
O	11.1911	10	23.0565	-0.0345	-0.0124	-0.0405
O	9.785	2.0895	23.0412	0.0021	-0.0033	-0.0573
Si	-0.636	18.3437	12.5894	0.0042	-0.0105	-0.0018
Si	-0.086	5.6036	20.7366	0.0127	0.0129	0.0449
Si	8.4361	0.4539	11.3385	0.0091	0.0032	-0.0104
Si	5.8613	-1.9922	16.9326	-0.0159	0.0103	-0.0015
Si	8.3981	3.5818	8.9932	0.0465	-0.0009	-0.0602
Si	-10.1723	7.0193	18.4462	-0.0015	-0.0022	-0.0013
Si	-3.6391	10.7787	15.951	0.0102	0.0008	0.0061
Si	-0.2054	0.7368	10.0821	0.019	0.0128	-0.0511
Si	-5.007	10.0109	9.4997	-0.0222	-0.0467	-0.0366
Si	12.8674	2.8804	20.5019	-0.0162	0.0038	-0.0218
Si	-6.1211	0.7444	17.0465	-0.009	-0.0086	-0.0095
Si	-3.834	3.2275	11.9308	-0.0146	0.0106	-0.0227
Si	9.8171	9.2427	22.5631	0.0091	0.0192	0.0181
Si	1.4535	9.6016	11.5863	0.0201	0.01	-0.0167
Si	5.6897	7.6279	14.3317	0.0034	-0.0015	-0.0068
Si	4.9385	8.9827	21.9561	0.0181	-0.0049	0.0582
Si	8.7	4.6893	21.0162	-0.0126	0.0081	0.0625
Si	14.642	4.6554	11.608	0.01	-0.0108	-0.0366
Si	4.8697	3.6812	16.7171	0.0006	0.0042	-0.0028
Si	10.1346	1.9866	21.4634	-0.0072	0.019	0.02
Si	4.5998	6.1846	9.4293	0.0124	0.0185	-0.0151
Si	1.3637	14.2262	9.2068	-0.0109	0.0337	-0.0485
Si	1.5404	-4.9586	13.8661	0.0195	-0.0014	-0.003
Si	3.6983	9.251	9.3215	0.0198	-0.0116	-0.0368
Si	-6.27	15.4205	13.6498	-0.0025	0.0007	-0.0041
Si	8.4062	9.1025	13.423	0.0073	-0.0002	-0.0027
Si	7.5552	18.0532	9.6587	0.004	0.0128	-0.0499
Si	3.9335	6.782	20.0446	-0.0195	0.0118	0.0218
Si	1.4049	9.751	16.7375	0.0164	-0.0095	-0.0075
Si	9.414	5.3533	11.0603	0.0028	0.0088	-0.0572
Si	-5.3058	10.0731	19.4402	-0.0115	-0.0038	0.0391
Si	3.8077	4.1966	21.4491	0.0309	-0.0011	0.084
Si	1.942	4.5413	16.5894	-0.0066	-0.0055	-0.0075
Si	5.9638	4.6879	19.4434	-0.0004	-0.0061	-0.0053
Si	1.3232	1.6819	17.7604	-0.0003	0.0052	-0.013
Si	-2.1814	10.217	19.9297	0.0115	-0.008	0.021
Si	10.5836	-10.8487	17.3309	0.0018	0.0075	-0.0214
Si	2.9515	-2.1881	14.1316	0.0048	-0.008	0.0064
O	-7.051	2.0705	16.9027	0.0014	0.0031	-0.0113
O	7.5013	15.7187	19.9285	-0.0223	0.0006	-0.0358
O	-0.8995	6.2224	11.4871	0.0077	0.0119	0.0124
O	9.5443	0.6963	20.7041	-0.0018	-0.0292	-0.0349
O	1.7881	5.3428	12.3861	-0.0115	0.0189	0.0115
O	4.093	7.6941	9.1128	0.0012	-0.0002	-0.0114
O	7.0773	8.5885	10.105	0.0048	0.013	-0.004
O	12.135	4.2574	20.0269	0.0064	-0.0154	-0.0086
O	9.5483	4.6191	9.5852	-0.0158	0.0075	0.0237
O	-1.7166	5.7551	20.6345	0.0033	-0.0068	-0.0303
O	5.0522	3.7551	20.4677	0.0147	0.0085	-0.043
O	-8.4017	5.6216	20.9389	0.0057	0.0112	-0.0399
O	5.609	7.6321	15.9969	0.0065	-0.0101	-0.018
O	-0.2904	12.4029	17.7977	0.0135	0.0038	-0.0034
O	7.4694	3.2086	10.2983	-0.0156	-0.0028	0.0473
O	6.2271	6.1907	9.3892	0.0051	-0.0079	-0.0138
O	-4.832	11.9019	16.0324	0.0027	0.0086	-0.0096
O	3.9816	4.0177	12.812	0.0065	0.0025	-0.0041
O	-3.7021	-0.929	19.4628	-0.0085	0.0121	-0.0172
O	8.1938	6.4317	10.988	0.0232	-0.0235	0.0313
O	2.625	7.1572	14.1115	-0.0102	0.0032	-0.0057
O	-0.1063	10.1948	16.2475	-0.002	0.0036	-0.0145
O	4.9927	10.1299	9.7987	0.0096	0.0054	0.0058
O	13.9656	3.7148	10.4442	0.0225	0.0051	0.0222
O	-10.4137	5.7105	17.4655	-0.0017	0.0024	-0.0113
O	1.5081	2.9786	16.7844	-0.0018	-0.0026	0.0005
O	0.5562	6.8354	19.8394	0.0091	0.0058	-0.0275
O	4.0232	5.7365	10.8768	-0.0234	-0.0217	0.0294
O	4.5679	8.7409	13.8814	-0.0031	-0.0027	-0.0042
O	12.3691	11.0295	11.2254	0.0058	-0.0165	0.006
O	-9.9389	4.8478	15.0141	0.0007	0.0083	-0.018
O	4.8732	-0.7124	16.5508	0.0031	0.0068	-0.0102
O	-6.2198	-7.032	15.1818	-0.0007	-0.0012	-0.012
O	2.4039	-1.6046	15.5409	-0.0098	-0.0034	-0.0058
O	5.7291	8.7822	18.5606	0.0062	0.0054	-0.0139
O	9.8703	9.0575	20.9577	-0.0118	0.0264	-0.0684
O	-1.2179	10.0846	18.6382	0.003	-0.0009	-0.0208
O	5.9223	15.0654	17.899	0.0013	-0.0026	-0.0156
O	1.8734	2.0733	19.2333	-0.0069	-0.0059	-0.0217
O	2.584	3.1322	21.4286	-0.0127	0.0133	-0.0434
O	-3.0462	-0.6448	14.5266	-0.0039	-0.0064	-0.0092
O	1.1508	8.4616	17.7228	-0.0015	0.0084	-0.0148
O	7.414	-1.5233	16.6702	0.0078	0.0178	-0.0157
O	6.564	3.8313	12.8173	-0.004	0.0013	-0.0035
O	9.0787	4.1921	12.1638	0.0015	-0.0121	0.0139
O	5.8595	0.5178	18.6451	0.0004	-0.0008	-0.0148
O	9.3798	3.2385	20.7885	0.0066	-0.0069	-0.0246
O	-2.4269	0.5576	16.7289	-0.0128	-0.0104	-0.0158
O	0.298	19.4068	11.7793	-0.0109	-0.0081	-0.0071
O	5.3735	6.2092	19.5504	0.0164	-0.0134	-0.015
O	0.2255	2.2927	9.8382	-0.0041	-0.0202	0.011
O	3.5346	4.5851	16.9514	-0.0003	-0.0053	-0.0108
O	7.2934	0.3644	10.1803	0.0244	0.024	0.0228
O	13.8849	-1.254	12.9806	-0.0002	-0.0087	0.0036
O	3.0234	-3.836	18.7581	-0.0202	0.0043	-0.0257
O	8.3678	9.9478	12.0494	0.0065	-0.0132	0.0114
O	-3.5233	12.6215	12.3605	0.0011	-0.003	-0.004
O	8.4323	-0.9323	23.0247	0.0361	-0.0004	-0.0372
O	4.0002	8.0908	20.9877	-0.0071	-0.0142	-0.0503
O	2.0098	0.2225	17.3849	-0.0056	-0.0042	-0.003
O	9.8861	11.6519	10.6685	-0.0218	-0.0031	0.0129
O	-1.9279	8.1006	13.2787	-0.0068	0.009	-0.0139
O	2.4824	9.247	10.3841	-0.0321	0.0052	0.0231
O	-16.097	-2.7553	13.7542	0.0036	0.0021	-0.0061
O	0.1627	1.9951	21.305	-0.0066	0.0188	-0.0391
O	5.4542	6.1187	13.7628	0.0045	0.0018	-0.0053
O	0.081	6.6894	13.8676	0.0047	0.0041	-0.0061
H	5.5712	2.2055	7.9156	0.0034	-0.0058	-0.0162
H	1.7652	7.7799	7.905	-0.0041	-0.0074	-0.0052
H	6.0096	7.8126	7.5076	0.0054	0.004	0.0002
H	2.2262	7.8185	-9.8244	-0.0233	-0.3622	0.5015
H	1.9547	2.0393	-9.8073	0.0501	-0.4135	0.6154
H	5.9927	2.059	-9.9619	-0.0131	-0.3477	0.558

Results
free energy: -141246.651 eV
free energy less fixed offsets of H -15.97, O -568.88, Si -635.61 eV per atom: 3.029 eV

The program warned: the cutoff lies below the one the program advises for these potential files; the exchange-correlation potential is rough where the density is thin.
